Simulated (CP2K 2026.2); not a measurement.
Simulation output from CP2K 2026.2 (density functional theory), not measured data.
Periodic cell of 432 atoms, Si324O108, from a study of silicon, its oxide and their interface. The atomic structure is a simulated model.
Doubt: the forces sum to 0.80 eV/angstrom along one axis rather than to zero, so they err by at least 0.0018 eV/angstrom per atom on average; the grid cutoff is modest.

Settings: functional PBE; method Gaussian and plane waves; basis set DZVP-MOLOPT-SR-GTH; pseudopotentials GTH-PBE; grid cutoff 350 Ry, relative cutoff 50 Ry; k points Gamma only; occupations fixed; spin none; net charge 0.

Cell vectors (angstrom)
a 16.32 0 0
b 0 16.32 0
c 0.1097 2.6419 29.4931

Atoms and the computed forces on them: element, x, y, z (angstrom), force x, y, z (eV/angstrom)
Si 1.47 14.621 0.157 0.027 0.186 0.652
Si 4.344 1.062 0.122 -0.217 0.165 0.74
Si 1.305 6.981 29.227 0.31 -0.294 0.688
Si 3.896 7.085 0.162 0.063 -0.165 0.807
Si 1.651 9.256 0.142 -0.081 0.133 0.757
Si 3.929 15.198 29.491 0.129 -0.124 0.724
Si 6.644 15.284 0.255 0.058 -0.26 0.731
Si 9.098 1.611 0.165 0.217 0.039 0.714
Si 7.06 6.529 29.459 -0.191 0.172 0.689
Si 9.262 6.908 0.051 0.227 -0.084 0.67
Si 7.184 9.257 0.113 -0.22 0.067 0.772
Si 9.578 11.931 0.115 -0.126 0.3 0.717
Si 12.477 14.767 0.01 -0.195 0.112 0.659
Si 14.925 4.262 29.441 0.11 -0.201 0.752
Si 12.567 3.81 0.035 -0.124 0.057 0.774
Si 15.276 6.555 0.059 -0.126 0.086 0.768
Si 11.955 9.867 0.117 0.096 -0.288 0.767
Si 14.667 12.487 0.115 0.07 -0.099 0.727
Si 2.693 16.259 1.35 0.011 -0.028 -0.056
Si 5.425 2.727 1.363 0.002 0.015 -0.071
Si 2.703 5.418 1.269 -0.032 -0.003 -0.05
Si 5.489 8.228 1.394 0.031 0.023 -0.037
Si 2.765 10.916 1.356 0.01 0.012 -0.046
Si 5.451 13.595 1.355 -0.004 -0.023 -0.056
Si 8.063 16.464 1.651 0.037 0.02 0.004
Si 10.884 2.696 1.271 0.007 0.001 -0.034
Si 8.087 5.41 1.377 -0.006 -0.039 -0.038
Si 10.884 8.118 1.298 0.007 0.01 -0.051
Si 8.204 10.773 1.574 -0.006 0.001 -0.028
Si 10.779 13.655 1.246 0.026 -0.017 -0.045
Si 13.651 16.342 1.288 0.013 0.04 -0.032
Si 0.088 2.776 1.214 0.001 0.021 -0.058
Si 13.687 5.398 1.354 -0.002 0 -0.051
Si 0.034 8.137 1.41 -0.003 -0.004 -0.052
Si 13.543 10.928 1.436 0.011 -0.002 -0.034
Si 16.283 13.502 1.493 -0.02 0 -0.036
Si 1.368 1.381 2.643 -0.026 -0.015 -0.016
Si 4.044 4.088 2.675 0.017 0.019 -0.007
Si 1.386 6.758 2.738 0.009 -0.004 0.049
Si 4.145 9.6 2.745 -0.024 -0.019 0.031
Si 1.348 12.151 2.786 0.026 -0.006 0.033
Si 4.072 14.938 2.751 0.028 0.003 0.043
Si 6.7 1.476 2.912 -0.063 0.014 0.055
Si 9.547 4.083 2.68 -0.002 0.004 0.008
Si 6.766 6.784 2.75 0.011 0.011 0.009
Si 9.594 9.418 2.833 0.046 -0.02 0.022
Si 6.786 12.222 2.746 -0.027 0.021 -0.002
Si 9.512 14.989 2.734 0.026 -0.027 0.001
Si 12.227 1.327 2.666 0.023 0.006 -0.003
Si 15.055 4.06 2.703 0.017 -0.008 0.044
Si 12.276 6.782 2.653 -0.022 -0.014 0
Si 14.947 9.516 2.709 -0.007 0.007 -0.004
Si 12.153 12.317 2.727 -0.044 0.009 0.041
Si 14.972 15.006 2.728 -0.021 -0.01 0.028
Si 0.016 16.363 4.06 0.003 -0.008 -0.008
Si 2.71 2.716 4.049 -0.001 0.005 -0.007
Si 0.026 5.426 4.109 -0.007 0.006 -0.005
Si 2.758 8.169 4.054 0.001 -0.011 -0.039
Si 16.298 10.825 4.122 0.022 -0.002 0.005
Si 2.706 13.573 4.101 0.018 0 -0.043
Si 5.378 16.322 4.155 -0.032 0.006 -0.012
Si 8.184 2.791 4.134 0.011 -0.007 -0.021
Si 5.4 5.431 4.083 -0.006 0.007 -0.022
Si 8.163 8.098 4.131 -0.003 0.033 -0.019
Si 5.455 10.91 4.155 -0.003 -0.003 0.006
Si 8.155 13.605 4.078 -0.004 -0.001 -0.008
Si 10.896 16.318 4.087 0.02 0.014 -0.008
Si 13.619 2.701 4.019 -0.001 0.003 -0.042
Si 10.902 5.445 4.043 -0.008 -0.012 -0.032
Si 13.597 8.146 4.056 0 -0.004 -0.001
Si 10.895 10.886 4.124 0.018 -0.013 -0.02
Si 13.575 13.645 4.07 -0.015 -0.006 -0.028
Si 1.407 14.99 16.294 0.004 -0.008 -0.005
Si 4.082 17.665 16.394 -0.014 -0.001 0.005
Si 1.385 4.107 16.357 0.006 0.002 0.032
Si 4.08 6.818 16.339 -0.003 -0.022 0.026
Si 1.357 9.441 16.321 0.007 0.003 0.005
Si 4.068 12.186 16.34 -0.005 0.012 0.028
Si 6.798 15.003 16.307 -0.001 0.019 0.023
Si 9.527 17.685 16.298 -0.013 -0.02 0.02
Si 6.752 4.005 16.271 0.009 0.006 -0.012
Si 9.474 6.791 16.244 0.034 0.01 0.011
Si 6.784 9.538 16.355 -0.022 -0.028 0.017
Si 9.535 12.266 16.338 0.001 0.017 0.011
Si 12.201 14.92 16.304 0.011 0.008 0.005
Si 14.953 17.663 16.292 0.015 0.014 0.024
Si 12.278 4.121 16.252 -0.012 -0.011 -0.01
Si 15.01 6.799 16.348 0.006 0.028 0.006
Si 12.216 9.56 16.218 -0.004 0.007 0.012
Si 14.972 12.258 16.274 -0.007 -0.02 0.018
Si 2.709 16.307 17.766 0.001 0.005 0.001
Si 5.462 2.691 17.755 0.018 -0.007 0.032
Si 2.754 5.48 17.748 -0.037 0.008 -0.022
Si 5.411 8.18 17.734 -0.008 0.034 -0.011
Si 2.746 10.72 17.689 0.045 -0.031 -0.026
Si 5.39 13.656 17.621 -0.012 0.008 -0.037
Si 8.187 16.331 17.693 0.012 -0.003 -0.014
Si 10.913 2.78 17.578 0.001 0.009 -0.017
Si 8.126 5.359 17.551 0.001 0.003 -0.019
Si 10.801 8.236 17.53 -0.033 0.013 -0.029
Si 8.165 10.919 17.684 0.006 -0.022 -0.001
Si 10.876 13.602 17.762 0.014 0.004 0.018
Si 13.565 16.284 17.616 -0.002 -0.007 -0.025
Si 16.317 2.704 17.646 -0.001 0.015 -0.021
Si 13.621 5.447 17.659 -0.011 -0.012 0.008
Si 16.362 8.123 17.781 0.013 -0.007 0.013
Si 13.577 10.895 17.583 -0.021 0.004 -0.024
Si 16.372 13.625 17.595 -0.022 -0.011 -0.028
Si 1.322 17.69 19.088 -0.002 0.011 0.051
Si 4.123 4.092 19.096 -0.022 0.022 0.027
Si 1.422 6.8 19.239 0.035 -0.021 0.042
Si 4.053 9.436 19.26 0.007 -0.061 0.039
Si 1.361 12.152 18.874 -0.032 0.01 0.033
Si 4.057 14.918 19.128 0.012 0 0.066
Si 6.863 17.67 19.123 0.018 -0.018 0.055
Si 9.52 4.092 18.934 0.005 -0.03 0.025
Si 6.812 6.712 18.906 -0.044 -0.025 0.033
Si 9.507 9.542 19.036 0.016 -0.009 0.059
Si 6.791 12.346 18.934 0.024 0.035 0.045
Si 9.524 14.996 19.131 -0.003 0.005 0.047
Si 12.233 17.722 18.92 0.013 -0.012 0.03
Si 14.967 4.06 19.021 0.011 -0.007 0.03
Si 12.183 6.894 18.819 0.002 0.005 0.024
Si 14.885 9.525 18.96 -0.022 -0.011 0.061
Si 12.281 12.202 19.058 0.001 0.012 0.038
Si 14.979 14.951 18.945 -0.005 0.006 0.034
Si 15.976 16.559 20.323 0.203 -0.064 -0.73
Si 2.505 2.968 20.359 0.082 -0.18 -0.781
Si 0.243 5.122 20.377 -0.128 0.193 -0.85
Si 3.029 7.765 20.776 -0.343 0.418 -0.677
Si 16.062 11.095 20.197 0.067 -0.083 -0.701
Si 2.911 13.171 20.274 0.053 0.243 -0.724
Si 5.71 16.048 20.398 -0.156 0.11 -0.827
Si 8.492 2.55 20.382 -0.184 0.082 -0.776
Si 5.365 5.622 20.402 0.125 -0.211 -0.745
Si 8.328 7.873 20.203 -0.056 0.251 -0.66
Si 5.301 11.166 20.252 -0.007 -0.258 -0.722
Si 7.901 13.824 20.398 0.245 -0.079 -0.737
Si 10.714 16.663 20.327 0.019 -0.245 -0.681
Si 13.778 2.489 20.295 -0.099 0.217 -0.723
Si 10.634 5.774 20.11 0.007 -0.101 -0.711
Si 13.288 8.37 20.231 0.093 -0.015 -0.739
Si 11.14 10.608 20.369 -0.12 0.141 -0.732
Si 13.922 13.367 20.292 -0.215 0.052 -0.7
Si 0.96 12.193 26.71 0.03 0.082 0.062
Si 5.031 9.624 24.823 0.039 0.047 -0.052
Si 1.129 15.943 22.953 0.019 0.035 0.002
Si 15.466 14.608 26.648 -0.113 0.03 0.028
Si 0.209 10.444 23.068 0.045 0.029 -0.165
Si 7.596 2.796 24.927 0.052 0.001 -0.006
Si 5.311 8.073 27.314 0.116 -0.105 0.144
Si 10.372 3.626 24.729 -0.073 0.071 -0.034
Si 14.624 6.425 22.434 -0.106 -0.064 -0.161
Si 6.88 9.547 22.395 0.019 -0.079 -0.205
Si 11.479 8.119 24.384 0.062 -0.047 0.019
Si 9.861 12.581 22.448 0.036 -0.008 -0.098
Si 7.36 4.546 22.598 0.014 -0.032 -0.112
Si 3.767 17.366 22.432 0.057 0.01 -0.088
Si 11.277 8.376 27.471 -0.122 0.035 0.024
Si 3.336 3.722 26.806 0.052 -0.133 0.01
Si 4.959 17.734 25.298 0.096 0.077 0
Si 12.377 4.341 22.377 0.116 0 -0.081
Si 12.434 11.228 26.913 -0.143 0.016 -0.094
Si 2.319 8.34 23.928 0.114 -0.267 -0.314
Si 9.385 6.335 24.066 -0.059 0.078 0.057
Si 15.917 17.141 25.197 -0.063 -0.078 -0.003
Si 1.708 13.124 23.123 0.006 -0.044 -0.122
Si 0.381 2.644 27.418 -0.01 0.055 0.118
Si 8.68 18.473 27.578 -0.059 -0.055 0.08
Si 14.59 8.635 24.269 0.023 0.022 -0.032
Si 15.049 10.156 26.657 -0.06 0.101 0.091
Si 13.24 15.896 25.116 0.099 0.055 0.041
Si 9.65 11.842 25.545 -0.023 -0.033 0.106
Si 12.121 14.825 22.362 0.012 0.01 -0.106
Si 7.842 13.777 27.354 0.033 -0.033 0.14
Si 9.04 9.33 24.388 -0.027 -0.228 0.065
Si 3.748 12.406 25.176 -0.068 -0.118 0.065
Si 5.157 14.861 26.609 0.055 0.028 0.115
Si 11.326 17.877 26.701 0.031 -0.045 -0.044
Si 2.698 6.504 26.346 -0.172 0.169 0.141
Si 1.352 14.972 5.426 0.018 0.015 -0.01
Si 4.029 1.371 5.474 -0.001 -0.006 0.005
Si 1.373 4.064 5.45 0.01 -0.002 -0.004
Si 4.079 6.808 5.447 -0.005 0.003 0.007
Si 1.368 9.483 5.448 -0.015 -0.01 -0.004
Si 4.07 12.249 5.486 -0.002 0.009 0.001
Si 6.798 14.965 5.453 -0.002 -0.012 -0.016
Si 9.529 1.37 5.441 -0.002 -0.011 -0.003
Si 6.796 4.121 5.468 0.005 -0.008 -0.005
Si 9.542 6.762 5.461 0.004 0.002 -0.009
Si 6.817 9.507 5.464 0.001 -0.001 -0.005
Si 9.502 12.235 5.453 0.001 0.004 -0.011
Si 12.243 14.977 5.465 -0.007 -0.013 0.003
Si 14.959 1.367 5.427 -0.01 0.008 -0.008
Si 12.262 4.071 5.392 0.008 0.005 -0.011
Si 14.959 6.792 5.429 0.003 0.009 -0.004
Si 12.269 9.52 5.447 0 0 -0.002
Si 14.941 12.25 5.42 -0.011 0.002 -0.011
Si 2.689 16.317 6.821 -0.003 0.015 0.004
Si 5.435 2.726 6.799 0.002 -0.005 -0.006
Si 2.725 5.437 6.802 -0.009 -0.004 0.007
Si 5.442 8.158 6.814 0.012 0.004 -0.003
Si 2.708 10.867 6.812 0.011 0.003 0.001
Si 5.441 13.61 6.823 -0.017 -0.001 0
Si 8.164 16.329 6.8 0.006 -0.003 -0.003
Si 10.901 2.729 6.784 0.006 -0.007 -0.006
Si 8.166 5.446 6.837 -0.006 0.012 0.002
Si 10.892 8.158 6.795 -0.013 0.006 0.002
Si 8.16 10.875 6.822 -0.005 -0.003 -0.003
Si 10.872 13.602 6.799 0.016 0.001 -0.003
Si 13.611 16.332 6.807 -0.001 -0.011 0.006
Si 16.315 2.717 6.8 -0.004 0 0.001
Si 13.597 5.431 6.782 -0.001 0.01 -0.001
Si 16.319 8.14 6.804 0.013 -0.014 -0.003
Si 13.615 10.884 6.805 -0.002 -0.015 0.006
Si 16.31 13.606 6.783 -0.008 0.008 -0.009
Si 1.339 1.356 8.173 -0.009 -0.022 0.01
Si 4.084 4.082 8.165 0.015 0.009 0
Si 1.359 6.786 8.162 -0.02 0 0.006
Si 4.075 9.516 8.168 -0.005 -0.009 0.006
Si 1.351 12.246 8.154 -0.005 -0.008 0
Si 4.071 14.968 8.17 0.01 0.013 -0.001
Si 6.796 1.363 8.157 -0.003 -0.001 -0.003
Si 9.532 4.07 8.164 -0.017 -0.006 0.002
Si 6.805 6.811 8.18 0.017 0.01 0.012
Si 9.53 9.513 8.164 0.002 0.006 0.004
Si 6.793 12.236 8.17 0.009 -0.006 0.003
Si 9.52 14.965 8.158 -0.012 -0.009 0.003
Si 12.249 1.373 8.157 0.002 0.005 0.007
Si 14.958 4.083 8.152 0.003 -0.003 0.003
Si 12.244 6.792 8.153 0.004 -0.002 -0.005
Si 14.971 9.519 8.16 0.018 0.021 -0.001
Si 12.238 12.24 8.154 -0.008 -0.005 0
Si 14.962 14.96 8.16 0 0.005 0.01
Si 16.315 16.313 9.535 -0.001 0.011 0.008
Si 2.719 2.714 9.514 -0.016 -0.003 -0.004
Si 16.318 5.434 9.516 0.007 0 0
Si 2.715 8.152 9.52 0.002 -0.008 -0.005
Si 16.325 10.881 9.52 -0.01 -0.004 0.009
Si 2.714 13.6 9.524 0.01 0.002 -0.001
Si 5.435 16.326 9.521 0.002 -0.007 0.003
Si 8.16 2.718 9.518 0.015 -0.012 0.002
Si 5.442 5.442 9.524 0.006 -0.002 0
Si 8.166 8.167 9.534 -0.008 0.016 0.005
Si 5.432 10.879 9.527 -0.002 0.004 0.001
Si 8.158 13.601 9.513 -0.004 0.001 -0.001
Si 10.882 16.33 9.508 0.006 -0.001 0.001
Si 13.607 2.726 9.522 -0.003 0.003 -0.001
Si 10.884 5.44 9.523 -0.001 0.012 0.004
Si 13.603 8.157 9.511 -0.006 -0.007 0.006
Si 10.884 10.881 9.516 0.003 0.001 0.003
Si 13.598 13.6 9.514 0.004 -0.008 0
Si 1.361 14.957 10.895 -0.009 0.006 -0.003
Si 4.075 1.359 10.884 0.011 0.005 0
Si 1.36 4.073 10.868 0.002 0.003 -0.004
Si 4.073 6.793 10.88 -0.002 0.007 -0.003
Si 1.365 9.519 10.88 0.003 0.012 -0.005
Si 4.077 12.242 10.887 -0.006 -0.012 0.004
Si 6.794 14.956 10.869 0.012 -0.008 -0.003
Si 9.516 1.356 10.875 -0.007 -0.002 0.002
Si 6.802 4.082 10.878 -0.012 0.006 -0.004
Si 9.525 6.802 10.888 -0.003 -0.007 0.005
Si 6.792 9.523 10.885 0.008 0 0.002
Si 9.517 12.242 10.869 0.002 -0.002 -0.005
Si 12.242 14.971 10.865 -0.007 0.002 -0.004
Si 14.964 1.365 10.886 -0.007 -0.012 0.006
Si 12.245 4.081 10.882 0.009 -0.007 0
Si 14.964 6.8 10.872 0.004 -0.001 -0.007
Si 12.242 9.519 10.872 -0.003 0.005 -0.006
Si 14.959 12.238 10.875 0.005 0.001 -0.006
Si 2.725 16.316 12.257 0.002 -0.004 0.006
Si 5.433 2.728 12.234 0.011 0.002 -0.004
Si 2.717 5.423 12.231 -0.016 -0.018 -0.011
Si 5.425 8.158 12.236 -0.004 -0.011 -0.004
Si 2.723 10.876 12.245 0.01 0.007 -0.004
Si 5.444 13.602 12.244 0.002 0.017 -0.006
Si 8.15 16.312 12.226 -0.007 -0.013 -0.005
Si 10.879 2.715 12.232 -0.015 -0.002 0.005
Si 8.155 5.442 12.241 0.011 0.007 0.004
Si 10.881 8.174 12.243 0.013 0.007 0.005
Si 8.151 10.891 12.232 -0.009 -0.002 -0.006
Si 10.874 13.615 12.214 0.007 0.001 -0.01
Si 13.601 16.322 12.234 0.005 0.009 -0.003
Si 16.337 2.72 12.241 0.012 0.01 -0.006
Si 13.613 5.44 12.235 -0.004 0.009 -0.001
Si 16.325 8.156 12.232 -0.006 -0.001 -0.003
Si 13.605 10.873 12.231 -0.001 0.002 0.002
Si 16.317 13.59 12.245 -0.012 -0.018 0.004
Si 1.381 1.376 13.615 -0.02 0.001 0.002
Si 4.068 4.072 13.607 0.001 0.013 0
Si 1.361 6.783 13.581 0.017 -0.002 -0.014
Si 4.079 9.517 13.609 -0.004 -0.002 -0.003
Si 1.359 12.227 13.605 -0.002 0.001 0.003
Si 4.087 14.95 13.616 0.017 -0.015 0.006
Si 6.784 1.352 13.573 0 0.004 -0.009
Si 9.518 4.076 13.588 0.002 -0.001 0.005
Si 6.773 6.793 13.594 0 0.004 0.002
Si 9.495 9.531 13.592 -0.001 0.014 0.004
Si 6.805 12.248 13.608 0.004 -0.005 0.002
Si 9.509 14.958 13.586 -0.005 0.01 0.005
Si 12.236 1.352 13.592 0.006 -0.006 0.001
Si 14.981 4.084 13.594 0.001 -0.007 0.005
Si 12.263 6.815 13.583 -0.004 -0.013 0.002
Si 14.971 9.515 13.594 -0.003 0.005 0.005
Si 12.238 12.256 13.555 -0.003 0.001 -0.003
Si 14.962 14.965 13.593 -0.001 0 0.001
Si 16.335 16.325 14.944 -0.006 -0.009 -0.002
Si 2.737 2.723 15.01 0.01 -0.008 0.01
Si 16.342 5.438 14.967 0 -0.009 0.011
Si 2.719 8.127 14.942 -0.003 0.004 0.001
Si 16.334 10.854 14.969 0.013 0.01 0.014
Si 2.73 13.571 14.968 0.007 0.001 0.004
Si 5.429 16.344 14.966 0.005 0.007 -0.002
Si 8.151 2.691 14.925 0.004 -0.007 0.001
Si 5.416 5.433 14.966 -0.013 0.014 -0.001
Si 8.11 8.174 14.943 -0.009 -0.007 0.009
Si 5.447 10.882 14.962 -0.008 -0.01 0.005
Si 8.159 13.615 14.973 0.005 -0.007 0.009
Si 10.869 16.308 14.946 -0.002 0.007 -0.002
Si 13.613 2.717 14.928 0.01 -0.002 0
Si 10.887 5.461 14.915 -0.002 -0.002 -0.001
Si 13.627 8.157 14.964 0.013 -0.012 0.021
Si 10.859 10.928 14.908 -0.007 0.006 -0.003
Si 13.589 13.599 14.931 -0.005 0.003 0.01
O 14.403 16.936 24.652 -0.229 0.217 -0.339
O 0.421 10.304 21.466 0.326 -0.191 -0.03
O 16.273 15.938 26.216 0.309 0.13 0.202
O 11.145 7.865 25.954 -0.123 -0.604 0.219
O 15.031 12.248 20.777 0.125 -0.12 0.546
O 15.858 5.675 21.732 0.303 0.073 0.285
O 1.951 13.442 21.559 -0.367 0.104 -0.091
O 10.901 13.569 29.181 0.089 0.139 -0.569
O 6.799 14.93 20.915 -0.064 0.122 0.259
O 12.058 7.2 28.232 0.194 -0.084 -0.227
O 13.945 7.494 21.427 -0.002 0.103 0.173
O 7.395 8.319 21.481 -0.299 -0.438 0.014
O 6.248 10.719 21.502 0.26 0.269 0.212
O 4.788 16.347 26.1 -0.396 0.129 0.206
O 12.098 18.087 28.105 -0.05 0.187 -0.122
O 7.979 3.333 21.716 0.071 -0.289 0.241
O 13.103 3.096 21.645 -0.183 -0.075 0.216
O 8.662 7.731 24.604 -0.243 -0.086 0.057
O 8.192 5.406 29.057 -0.043 0.076 -0.176
O 2.752 16.267 29.063 -0.102 0.201 -0.183
O 14.856 17.671 20.769 0.098 -0.022 0.369
O 0.574 17.738 28.454 -0.366 -0.171 -0.164
O 0.12 15.84 21.703 -0.228 -0.414 0.154
O 2.875 10.797 29.146 0.038 -0.108 -0.237
O 1.109 12.505 28.284 -0.092 0.217 -0.107
O 1.881 3.119 27.121 0.098 -0.221 -0.1
O 12.082 16.709 25.892 -0.231 -0.4 -0.07
O 8.795 12.91 26.387 -0.119 -0.056 -0.169
O 15.706 3.726 28.101 0.032 -0.011 -0.407
O 6.905 3.981 24.053 -0.554 0.229 0.357
O 13.839 11.111 26.108 0.166 0.22 -0.331
O 0.162 8.123 28.979 0.07 0.056 -0.097
O 13.963 14.75 26.024 -0.402 -0.511 0.3
O 14.777 9.906 28.225 -0.232 0.315 -0.039
O 7.667 17.554 28.441 0.062 -0.408 -0.398
O 8.772 14.758 28.262 0.006 0.669 -0.265
O 8.496 13.057 21.712 -0.242 0.072 0.298
O 8.153 10.036 23.24 0.299 0.577 0.085
O 2.593 7.953 22.358 -0.096 -0.028 0.25
O 4.085 17.716 23.953 -0.269 0.007 0.041
O 12.754 12.151 28.188 0.671 -0.021 -0.187
O 3.146 12.676 23.701 0.389 -0.273 -0.525
O 15.02 9.994 23.47 -0.297 0.406 -0.172
O 11.428 5.107 21.341 -0.031 0.069 0.132
O 13 8.445 24.115 0.035 0.158 -0.439
O 8.324 10.726 29.082 0.097 0.001 -0.386
O 1.116 9.398 23.876 -0.18 -0.036 0.321
O 10.589 9.376 23.898 0.256 0.454 -0.203
O 1.77 6.532 27.707 -0.026 -0.049 -0.291
O 9.546 3.226 28.438 0.348 -0.009 -0.412
O 4.757 9.175 28.339 0.41 0.131 -0.1
O 12.553 15.189 23.855 0.013 -0.08 0.086
O 6.434 7.175 28.077 0.069 0.101 -0.283
O 15.234 7.281 23.663 0.348 -0.041 0.474
O 11.418 3.765 23.521 -0.095 -0.231 -0.061
O 1.366 4.032 20.871 -0.088 -0.082 0.586
O 9.547 6.874 20.671 -0.036 -0.071 0.218
O 14.992 8.77 25.825 -0.074 -0.474 0.111
O 6.767 14.676 26.556 0.163 0.503 -0.496
O 12.089 9.755 27.475 0.213 0.143 0.053
O 9.703 5.088 25.086 -0.146 0.043 0.366
O 5.848 8.909 26.032 0.697 -0.03 -0.002
O 9.616 17.767 20.861 -0.152 -0.015 0.555
O 12.219 9.459 20.854 0.095 -0.145 0.501
O 3.932 4.307 28.198 -0.026 0.506 -0.3
O 9.619 12.301 24.004 -0.242 -0.008 0.012
O 16.315 13.344 26.115 0.07 -0.106 -0.321
O 1.168 14.524 23.731 -0.076 0.061 0.745
O 4.094 7.177 26.783 0.111 -0.417 0.033
O 9.878 8.698 28.231 -0.28 -0.133 -0.184
O 0.605 11.973 23.431 -0.415 0.01 0.311
O 10.877 6.828 23.594 0.363 -0.328 -0.407
O 0.193 10.794 26.454 0.173 -0.472 -0.147
O 11.194 11.798 26.053 0.199 0.101 -0.181
O 16.027 18.518 26.022 -0.309 0.36 -0.228
O 3.064 5.001 25.868 0.097 -0.028 -0.493
O 4.471 13.747 25.678 0.005 0.139 -0.332
O 11.246 2.984 25.931 0.216 0.471 0.161
O 4.259 6.706 20.906 -0.076 0.105 0.026
O 0.645 17.108 23.966 0.246 0.478 -0.007
O 5.584 18.921 29.193 -0.137 0.041 -0.528
O 4.361 2.643 26.179 0.122 0.065 0.156
O 4.587 14.654 28.111 0.316 -0.147 -0.158
O 6.946 12.762 28.267 -0.538 -0.138 -0.292
O 3.251 2.377 21.681 -0.02 0.218 0.472
O 3.54 9.1 24.623 -0.054 0.096 0.378
O 8.46 5.705 22.893 0.118 0.251 -0.392
O 10.473 11.293 21.685 -0.331 -0.198 0.479
O 8.983 10.344 25.665 -0.225 -0.104 0.38
O 6.101 5.119 21.773 0.011 -0.237 0.51
O 2.598 16.262 22.372 0.171 -0.218 -0.317
O 15.384 14.489 28.251 0.461 -0.203 0.058
O 9.771 17.455 26.942 0.044 -0.518 0.015
O 11.591 16.155 21.608 0.106 0.172 0.378
O 6.529 17.895 24.886 0.276 -0.597 0.008
O 2.449 12.084 26.096 0.097 -0.122 0.163
O 4.12 12.178 20.783 0.011 -0.052 0.522
O 4.861 11.219 25.109 0.343 0.235 0.11
O 9.121 2.628 24.342 -0.029 -0.609 -0.477
O 13.383 14.149 21.615 0.286 0.25 0.381
O 10.912 13.783 22.333 -0.154 0.12 0.016
O 5.084 16.765 21.72 0.299 -0.092 0.294
O 13.768 5.344 28.985 0.073 -0.175 -0.264
O 7.838 3.043 26.512 -0.292 0.58 0.317
O 13.52 5.35 22.929 -0.027 0.228 0.648
O 2.01 7.167 25.02 -0.351 -0.207 -0.17
O 13.686 16.254 29.115 0.131 0.025 -0.401
O 5.761 9.145 23.466 -0.088 -0.281 -0.093

Results
total energy: -82020.444 eV
total energy less fixed offsets of O -438.35, Si -107.03 eV per atom: -0.924 eV
